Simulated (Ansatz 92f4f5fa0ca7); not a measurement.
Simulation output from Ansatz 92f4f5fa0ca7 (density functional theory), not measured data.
Periodic cell of 252 atoms, Si144O100N8, from a study of silicon, its oxide and their interface. The atomic structure is a simulated model.
This geometry differs little from another in the collection (a relaxation step or a small displacement).

Settings
functional: r2SCAN
potential files: Ansatz PAW
basis: plane waves
wave-function cutoff: 800 eV
density cutoff ratio: 5
exchange-correlation grid ratio: 1
k mesh: 1 x 1 x 1, shifted by 0.5 0.5 0 of a step
self-consistency stop: 1e-10 eV per atom in the density residual
occupations: fixed
spin: none
net charge: 0

Cell vectors (angstrom)
a	10.887	0	0
b	0	10.887	0
c	0	0	35.8628

Atoms and the computed forces on them: element, x, y, z (angstrom), force x, y, z (eV/angstrom)
Si	-0.2917	0.3047	0.3497	0.0093	-0.008	-0.0468
Si	2.2785	2.902	0.094	-0.0011	-0.0135	-0.0571
Si	0.1089	5.09	0.2419	-0.0138	-0.0003	-0.0556
Si	2.9576	7.9369	-0.0065	-0.0069	0.0068	-0.0448
Si	5.8089	-0.1534	-0.1745	-0.0029	0.0135	-0.061
Si	8.463	2.4589	0.3878	-0.007	0.0108	-0.0403
Si	5.1386	5.675	0.0048	0.0036	-0.0082	-0.0433
Si	8.0521	8.4913	-0.142	0.0138	0.0001	-0.0645
Si	1.2858	1.4365	1.6079	0.0009	-0.0002	-0.0017
Si	4.0002	4.0566	1.2874	-0.0002	-0.0018	-0.0003
Si	1.3354	6.798	1.3071	-0.0011	-0.0006	-0.0008
Si	4.1441	9.5879	1.1838	0.002	0.0015	0
Si	6.7969	1.2712	1.4461	-0.0025	-0.0007	0.0061
Si	9.597	3.9883	1.7037	-0.0015	0.0015	-0.0012
Si	6.8592	6.8295	1.1712	0	0.0025	0.004
Si	9.4363	9.5326	1.466	0.0011	-0.0009	0.0051
Si	0.0131	2.6934	3.0783	0.0013	0.0011	0.0047
Si	2.7708	-0.0182	2.67	0.0037	0.0001	-0.0002
Si	-0.0054	8.1503	2.6958	-0.0013	0	0.0021
Si	2.6759	5.4225	2.7187	0.001	-0.0006	-0.0022
Si	5.3996	2.7194	2.6648	-0.0021	-0.0003	-0.0001
Si	8.1015	-0.0475	2.8772	0	0.0005	0.0038
Si	5.4866	8.1985	2.6157	0.0033	0.0016	0.0003
Si	8.1304	5.4853	2.7014	-0.0013	0.0049	0.0031
Si	1.4017	4.1297	4.2305	0.0021	0.0018	0.0037
Si	4.0809	1.3588	4.066	-0.0022	0.0001	-0.0005
Si	1.3834	9.5106	4.0311	0.0002	0.0016	0.0015
Si	4.092	6.819	3.9958	-0.0019	-0.0004	-0.0018
Si	6.7704	4.0912	4.0328	-0.0003	0	0.0022
Si	9.4698	1.3006	4.2475	-0.0019	-0.0019	0.0008
Si	6.7445	9.4779	4.1579	-0.0002	-0.0017	-0.0019
Si	9.5203	6.807	4.078	-0.0013	-0.0004	-0.0022
Si	0.0291	-0.0646	5.4663	0.0005	-0.0004	0.0019
Si	2.7584	2.7071	5.4843	0.0014	-0.0007	-0.0009
Si	-0.0177	5.4774	5.5018	-0.0005	0.0012	-0.0024
Si	2.7305	8.1609	5.4095	-0.0018	0.0008	-0.0036
Si	5.4105	0.0153	5.4755	0	-0.0001	0.0008
Si	8.1065	2.7502	5.4816	-0.0003	0.0009	0.0007
Si	5.43	5.4525	5.3927	0.0002	-0.0007	-0.0017
Si	8.168	8.1443	5.4585	-0.0006	0.0004	0.002
Si	1.3606	1.341	6.7986	-0.0017	0.0006	0.0011
Si	4.1249	4.0828	6.7975	0.0006	0.0009	-0.001
Si	1.3705	6.835	6.825	0.0003	0.0006	-0.0019
Si	4.0458	9.5362	6.8124	0.0021	0	-0.0011
Si	6.7713	1.3779	6.8484	0.0018	-0.0003	-0.0017
Si	9.5054	4.0917	6.8309	0.001	0	-0.0011
Si	6.7973	6.7818	6.7808	-0.0008	0.0019	-0.0008
Si	9.5383	9.4918	6.8157	-0.0008	0.0004	-0.0015
Si	-0.0056	2.693	8.1455	-0.0011	-0.0013	0.0021
Si	2.6852	0.0022	8.1907	0.0014	0	-0.0017
Si	-0.0212	8.1523	8.2036	-0.0002	0.0009	-0.0014
Si	2.7711	5.451	8.1275	0	0.001	-0.0005
Si	5.4297	2.7454	8.2253	-0.0018	0.0001	-0.0003
Si	8.1951	0.0074	8.1415	-0.0011	0.0006	0.0005
Si	5.471	8.19	8.1214	-0.0009	0.0004	-0.0004
Si	8.1351	5.4474	8.1767	0.0005	0.0003	-0.001
Si	1.4084	4.0573	9.4288	-0.0018	0.0006	-0.0003
Si	4.0513	1.3587	9.5528	0.0022	-0.0025	0.0013
Si	1.2914	9.555	9.5463	-0.0006	0.0004	-0.0002
Si	4.1467	6.8223	9.4797	0	-0.0008	-0.0008
Si	6.8176	4.1012	9.5744	0.0009	0.0028	0.0005
Si	9.5182	1.3538	9.542	-0.0006	0.003	-0.0021
Si	6.8488	9.5353	9.4935	0.0006	0.002	-0.002
Si	9.4751	6.7991	9.5531	-0.0014	-0.0005	-0.0013
Si	-0.0769	-0.0056	10.9719	0.002	0.0057	-0.0006
Si	2.6876	2.7392	10.9013	-0.0019	0.002	-0.0017
Si	-0.0036	5.3493	10.7382	0.0005	-0.0031	0.0012
Si	2.7313	8.1752	10.7558	0.0023	0.0029	0.0028
Si	5.4993	0.0089	10.8343	-0.0004	0.0006	0.0008
Si	8.1599	2.7046	10.9128	0.0004	-0.0017	0.0008
Si	5.525	5.5375	10.9227	-0.0012	0.0023	-0.0013
Si	8.1439	8.2021	10.9571	-0.002	0.0015	-0.0013
Si	1.2909	1.3794	12.2819	0.0004	0.0015	0.0007
Si	4.1271	4.1499	12.154	0.0004	-0.0002	-0.0041
Si	1.331	6.769	11.9767	-0.0009	0.0028	0.0012
Si	4.1342	9.494	12.0903	-0.0002	-0.0022	-0.0024
Si	6.7695	1.3793	12.2933	0.0029	-0.0016	-0.0018
Si	9.6323	4.0029	12.197	-0.0004	-0.0023	-0.0021
Si	6.8646	6.8735	12.4258	0.0016	-0.0023	-0.0018
Si	9.4182	9.5581	12.4124	-0.0031	0.0003	0.0028
Si	-0.1076	2.6208	13.7786	-0.0065	-0.0075	0.0006
Si	2.8938	0.0908	13.3759	0.0002	0.0022	-0.009
Si	0.1157	8.1078	13.4258	-0.0041	-0.0058	0.0035
Si	2.6449	5.4599	13.3593	-0.0016	-0.0046	-0.001
Si	5.502	2.9118	13.5908	0.0016	0.0042	0.0043
Si	7.9608	0.0433	13.8559	0.0001	0.0138	-0.0027
Si	5.2827	8.2162	13.7066	0.0005	0.0054	0.0018
Si	8.5279	5.5086	13.5644	-0.0004	0.0064	-0.0041
Si	1.461	4.0397	14.7623	-0.0015	-0.0005	0.0365
Si	3.992	1.6145	14.8318	0.0114	-0.0109	0.0193
Si	1.7152	9.3588	14.5183	0.0113	0.0119	0.0364
Si	3.6424	6.9177	14.8782	-0.0147	-0.0035	0.0495
Si	7.2392	4.0662	14.7823	-0.0045	0.0052	0.0399
Si	9.1414	1.5198	15.3013	-0.003	-0.0213	0.0489
Si	6.1579	9.9126	15.1587	0.0041	-0.0076	0.0442
Si	10.1825	6.5744	15.0099	-0.0067	0.0142	0.0444
Si	6.8737	4.016	33.9374	0.006	-0.0085	-0.1008
Si	14.2809	-7.091	27.5586	-0.0002	-0.0073	-0.0344
Si	2.5051	8.7448	17.1715	0.0023	0.0017	0.0993
Si	2.1686	2.4213	17.158	-0.0218	-0.009	0.0872
Si	8.6044	11.0907	18.0114	0.0074	-0.0116	0.1051
Si	1.7679	5.1092	22.5755	-0.004	-0.0115	0.0514
Si	15.505	18.1244	18.7814	-0.0018	0.0194	0.1117
Si	15.9311	-0.9601	19.8635	-0.0091	-0.0159	0.1073
Si	5.3941	5.0858	16.771	0.0059	0.0171	0.0945
Si	8.8775	2.9091	24.7838	-0.0088	-0.0058	0.0083
Si	8.5254	5.34	18.4705	0.0072	0.0168	0.1011
Si	11.5374	18.8145	19.0996	-0.0059	0.0027	0.1144
Si	10.8586	2.7215	22.4978	0.0048	0.0093	0.0578
Si	4.3649	0.448	17.4867	-0.0065	-0.0233	0.1044
Si	12.8938	9.8725	20.9554	-0.0055	0.0097	0.0727
Si	4.5472	18.532	23.6507	0.0066	-0.0015	0.0423
Si	-1.621	-1.1283	23.3254	-0.0006	-0.0071	0.0446
Si	7.1497	2.8507	17.3116	0.0021	-0.0011	0.0984
Si	11.2836	10.7268	17.0018	0.0069	-0.0259	0.0754
Si	8.1245	8.1363	17.0101	0.0044	-0.0046	0.0937
Si	15.3081	-0.2795	24.9282	0.0045	0.0063	0.0083
Si	4.0355	-6.2067	24.6367	0.0096	-0.0059	0.0039
Si	10.4806	17.8926	23.5081	0.0148	-0.0002	0.0391
Si	13.7929	-3.7221	21.1237	-0.0087	-0.0206	0.0756
Si	7.4171	5.5203	29.6701	-0.0026	-0.0045	-0.0577
Si	9.0637	6.968	20.7591	-0.0056	0.0185	0.0882
Si	10.1891	9.4566	27.9095	0.0041	0.0013	-0.0482
Si	0.8691	-3.4664	28.7682	0.0053	0.0015	-0.0531
Si	23.8806	15.9175	29.8494	0.0147	0.0128	-0.0688
Si	8.5719	15.3615	27.3342	0.0137	0.0178	-0.0367
Si	-0.6908	-10.4961	25.6459	-0.0022	0.0109	-0.0074
Si	2.4534	1.491	33.0863	-0.0082	0.0136	-0.1026
Si	9.7051	-2.8128	32.9277	-0.0043	-0.0045	-0.1183
Si	1.6429	11.1993	23.7588	0.0036	0.0159	0.0434
Si	16.895	2.175	24.8321	0.0022	0	0.0025
Si	21.1605	0.4914	20.7221	0.0223	0.0131	0.1089
Si	-1.7938	18.9375	30.0803	0.0055	-0.0119	-0.1082
Si	-4.6806	12.4371	30.1108	0.006	0.013	-0.0936
Si	-1.9703	3.0029	29.753	-0.0127	0.0064	-0.0641
Si	-5.9675	1.2159	27.3825	-0.0031	0.0012	-0.048
Si	6.8251	8.6251	21.9181	0.0002	-0.012	0.0749
Si	15.7573	4.3878	29.9503	-0.0077	0.0077	-0.057
Si	5.4568	12.3234	32.8545	0.003	0.0073	-0.1253
Si	9.5383	5.1842	33.377	0.0105	-0.0171	-0.1065
Si	11.4405	16.0547	17.4302	-0.0103	0.0145	0.1301
Si	10.2551	6.8634	26.5164	-0.009	-0.0012	-0.0111
Si	11.1695	14.1924	31.607	-0.0037	0.0144	-0.1101
Si	1.2975	-1.2109	33.87	-0.0057	0.0034	-0.0876
O	-0.9436	-5.4187	34.9186	0.0224	0.0011	0.0719
O	-12.6915	-0.285	24.687	0.0019	-0.0035	-0.0113
O	5.5114	0.5696	34.2347	0.0087	-0.0327	0.0821
O	1.2444	4.0826	35.4808	0.003	0.0029	0.0228
O	2.5497	2.0134	34.6174	0.0005	0.0224	0.08
O	-4.8543	9.815	21.143	-0.0167	0.0127	-0.0487
O	9.4439	16.6943	27.3867	-0.0143	-0.016	0.0103
O	10.0372	-4.4089	24.9717	0.004	0.0028	-0.0087
O	0.2216	-2.0219	32.9924	0.0171	0.0125	0.0373
O	10.193	2.4957	30.5957	0.0205	0.0024	0.0419
O	-0.4386	-14.5676	29.7277	-0.0181	0.0008	0.0326
O	-0.5641	-6.9987	32.8455	-0.0193	0.023	0.0567
O	5.687	4.9422	34.5141	-0.0172	0.0198	0.0472
O	2.3328	8.6083	34.5027	0.0176	-0.0165	0.0479
O	6.6897	5.2833	15.8047	0.0182	-0.0131	-0.0457
O	6.8269	8.7113	16.1615	-0.0298	0.0199	-0.0497
N	5.0783	0.4343	15.8938	-0.0004	0.0066	-0.053
O	-2.9551	6.7783	17.9112	-0.0016	0.0225	-0.0494
O	5.3824	5.9671	18.1394	0.0081	-0.0346	-0.0678
N	2.6077	8.219	15.5342	0.0212	-0.016	-0.0606
O	5.5893	3.4491	17.0526	-0.0011	0.0057	-0.0403
O	7.4245	1.3515	17.918	-0.0087	0.0197	-0.0368
O	7.5049	2.2671	24.2619	0.0032	0.0027	0.0013
O	9.3859	-3.257	16.0639	0.0255	-0.0228	-0.0476
O	12.9705	-6.7067	28.4472	-0.0062	0.0064	0.0292
O	9.3054	11.2411	19.4588	-0.0302	-0.0003	-0.0895
N	13.4897	2.7371	15.5192	0.0083	0.0117	-0.0514
O	11.754	10.8366	20.2986	-0.0094	-0.0016	-0.039
O	10.0887	7.8572	19.8471	0.0219	0.0051	-0.0542
O	10.3982	19.5026	23.5429	-0.0019	-0.0049	-0.0125
O	22.824	6.3431	23.3442	-0.0049	-0.0006	-0.0194
O	11.8931	12.583	23.2129	-0.0072	0.0005	-0.0192
O	5.4027	-2.2442	18.9004	-0.0007	-0.0099	-0.0407
O	3.3404	4.4211	26.0755	-0.001	0	0.015
O	12.397	14.7291	17.7168	0.0047	-0.0052	-0.033
N	7.9972	2.819	15.7976	0.0076	0.0025	-0.0637
N	11.4334	-5.4823	15.7138	0.0056	0.0072	-0.0651
O	33.4544	9.0376	28.4793	-0.0021	-0.0071	0.0179
O	3.9163	12.5911	32.4718	-0.0086	-0.007	0.0476
O	14.1424	18.4365	17.9703	-0.0138	0.0174	-0.061
N	11.7721	9.1439	17.827	-0.0034	0.0312	-0.073
O	0.8964	15.4412	30.7838	-0.0205	-0.0258	0.0484
O	11.7996	6.4615	18.3799	0.0016	-0.0337	-0.0592
O	9.8898	15.7602	17.7648	0.0243	-0.0047	-0.0369
O	0.9169	10.3758	15.524	0.0142	-0.0031	-0.0551
O	5.2785	11.1405	18.8243	-0.0065	0.0255	-0.0694
O	1.1421	12.0858	17.5051	0.0052	0.0079	-0.0299
O	0.766	14.8954	22.0397	0.0012	-0.0006	-0.0193
O	4.5165	-1.8561	24.5277	0.002	-0.0052	-0.0134
O	2.9073	15.3481	23.5025	-0.0107	0.007	-0.0189
O	19.997	9.3605	29.1138	-0.0085	-0.0092	0.0373
O	9.7411	-0.2946	22.0292	0.0077	0.0123	-0.0514
O	4.2781	6.9291	20.315	0.0185	0.0022	-0.0639
O	12.2871	-8.5732	32.1906	0.0257	-0.0268	0.0511
O	8.9479	8.5975	31.5962	0.0051	0.0016	0.0811
O	5.9781	-5.4258	30.3899	-0.0016	-0.0034	0.0269
O	7.6966	7.8123	20.8421	0.0136	-0.0123	-0.0361
O	18.6807	9.2166	23.0473	-0.0078	-0.005	-0.026
N	12.6439	8.2415	20.435	-0.0134	0.0012	-0.056
O	19.6631	16.4481	20.0449	-0.0064	-0.0177	-0.0725
O	3.3058	10.11	17.461	0.0011	0.0016	-0.0318
O	5.1748	14.4124	24.4143	-0.0036	0.0024	-0.0023
O	2.3307	5.6761	21.1902	0.0064	0.0194	-0.0391
O	-0.5978	12.9295	21.1545	-0.0078	-0.0184	-0.0436
O	3.5545	12.7206	17.7895	0.0003	0.0079	-0.0401
O	18.5047	4.0139	18.3437	-0.006	-0.0197	-0.0474
O	19.2466	9.4649	17.9454	0.0001	-0.004	-0.049
O	15.4116	6.2493	24.5123	-0.0024	0.0089	-0.01
O	8.4053	4.0871	25.7836	0.0016	0.0048	0.0107
O	5.9846	2.0591	26.4652	-0.0019	-0.0018	0.0154
N	20.5594	11.4048	16.7128	-0.0038	0.0216	-0.0668
O	14.9342	6.8029	35.3759	0.0001	0	0.0219
O	-1.1856	14.1933	23.4624	0.0116	-0.0021	-0.0206
O	-5.3128	-20.967	28.8072	0.011	0.0007	0.0413
O	4.1335	16.6158	15.9555	-0.0116	0.0113	-0.0367
O	5.8723	7.6218	22.7389	0.01	0.0071	-0.0297
O	15.5153	4.4776	28.3484	0.0093	0.0003	0.0342
O	5.5257	0.7216	24.27	-0.0014	-0.001	0.0007
O	11.3782	-0.4226	35.0039	-0.0245	0.0165	0.055
O	9.2537	3.2678	28.1818	-0.0002	-0.0073	0.0339
O	23.827	17.5212	29.5268	-0.0013	-0.0126	0.0232
O	20.8767	-4.3717	32.6005	-0.0028	-0.0046	0.0379
O	9.5303	12.2817	35.576	-0.0004	-0.0011	0.033
O	3.3059	7.7007	22.6065	-0.0108	0.0004	-0.0395
O	7.2426	15.8358	28.1411	-0.0024	0.002	0.0359
O	14.4969	13.0664	27.5436	0.0034	0.0061	0.0151
O	-0.7283	0.005	27.2093	-0.0003	-0.0062	0.0147
O	-3.0118	-3.8354	29.7536	0.0064	0.006	0.0292
O	11.5929	-0.1117	25.007	0.0012	0.0016	-0.0075
O	8.444	4.4533	30.3627	0.003	-0.0036	0.0324
O	5.3654	13.7975	30.3094	0.0034	-0.0125	0.0334
O	-4.8018	0.7323	31.517	-0.0117	-0.0049	0.0734
O	13.9681	0.457	24.4262	-0.0056	-0.0029	-0.0106
O	7.7589	-8.9998	29.844	-0.0067	-0.0048	0.0257
O	9.5692	-4.3126	22.2481	-0.009	-0.0014	-0.0477
O	14.4346	10.1498	20.4921	0.023	0.0006	-0.0406
O	12.7131	-0.7507	22.5511	0.0029	-0.0135	-0.0473
O	2.0865	10.7975	33.0181	-0.0034	-0.0141	0.0367
O	8.8411	8.2052	34.3006	-0.0272	0.0083	0.0784
O	6.8749	31.3262	35.313	-0.0023	-0.0047	0.0296
O	-7.4168	-6.1568	30.6686	-0.0013	-0.0019	0.0261
O	6.2357	2.8499	33.0319	0.0088	0.019	0.0543
O	-10.0613	6.7939	27.2443	0.0009	0.0007	0.0223
O	7.7168	3.3023	35.0955	0.0193	-0.023	0.057
O	7.9397	4.9747	33.1883	-0.0108	-0.0061	0.0375
O	9.7423	19.2685	26.7594	0.0045	0.0052	0.0187
O	9.8931	1.9653	25.6131	-0.0006	-0.0034	0
O	4.5271	10.76	26.5497	-0.0006	0.0053	0.0127

Results
free energy: -152232.449 eV
free energy less fixed offsets of N -386.36, O -570.45, Si -639.56 eV per atom: 0.071 eV

The program warned: the cutoff lies below the one the program advises for these potential files; the forces do not sum to zero within the program's tolerance; empty levels may hold ghost states of the PAW files; the exchange-correlation potential is rough where the density is thin.
